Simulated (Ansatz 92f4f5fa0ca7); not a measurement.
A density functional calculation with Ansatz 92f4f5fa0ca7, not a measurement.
Periodic cell of 193 atoms, Si117O76, from a study of silicon, its oxide and their interface. The atomic structure is a simulated model.

Settings
functional: PBE
potential files: Ansatz PAW
basis: plane waves
wave-function cutoff: 700 eV
density cutoff ratio: 5
exchange-correlation grid ratio: 2
k mesh: 2 x 2 x 1, shifted by 0.5 0.5 0.5 of a step
self-consistency stop: 5e-08 eV per atom in the density residual
occupations: Fermi-Dirac, 0.05 eV
spin: none
net charge: 0

Cell vectors (angstrom)
a	11.5983	0	0
b	0	11.5983	0
c	4.4203	3.4101	24.8276

Atoms and the computed forces on them: element, x, y, z (angstrom), force x, y, z (eV/angstrom)
Si	2.2338	0.7064	1.9869	-0.105	0.0622	-0.0915
Si	0.0375	7.6262	-2.6515	0.0775	-0.1425	-0.5205
Si	-0.1892	9.0387	0.234	0.3326	-0.0995	-0.2894
Si	4.6678	0.9136	1.6389	0.0545	-0.0078	-0.5282
Si	5.5357	2.6726	3.0742	0.0649	0.1344	0.0518
Si	3.7572	8.0821	0.3334	0.1373	0.1502	-0.1123
Si	7.148	-1.8239	-2.2352	-0.0244	0.0326	-0.2733
Si	9.242	3.5241	-0.5799	-0.1718	0.0132	-0.259
Si	7.493	8.2353	0.2801	-0.0573	0.1841	-0.0923
Si	0.3454	0.6183	0.5517	0.4959	-0.3344	-0.4773
Si	2.0397	4.45	1.6434	-0.4087	-0.1658	-0.1204
Si	1.6559	6.4604	2.9351	0.1112	0.0824	0.111
Si	4.6728	2.1872	-1.2995	0.0496	-0.1453	-0.1289
Si	4.1479	4.8478	0.4776	0.7192	0.1345	-0.4507
Si	5.6196	8.4737	1.7187	-0.0169	-0.2101	0.0045
Si	9.7884	1.2892	1.4128	-0.4822	0.2244	-0.054
Si	9.4425	2.8354	3.1588	-0.0999	-0.1266	0.0637
Si	9.2994	10.3566	2.9529	-0.2126	0.0155	-0.28
Si	1.8167	2.688	3.1909	0.1017	-0.0937	0.1954
Si	1.7341	8.4204	1.5745	-0.033	0.1229	-0.1152
Si	1.7854	10.3132	3.1217	0.0401	-0.0894	0.032
Si	6.0707	4.6759	1.9503	-0.1315	0.0953	-0.1478
Si	5.6203	6.6109	3.2001	-0.0382	-0.0107	0.106
Si	5.489	10.5349	2.8983	0.1529	-0.0501	-0.0322
Si	8.5921	4.7353	2.0102	0.0743	0.0011	-0.2696
Si	9.3925	6.6392	3.0956	-0.0636	0.0043	0.0852
Si	9.473	8.4476	1.5646	-0.0296	-0.0724	-0.0202
Si	-0.2005	2.7669	4.4598	0.0333	0.1662	-0.0216
Si	-0.2355	6.5435	4.3973	0.0119	-0.1423	-0.0842
Si	-0.2855	10.4934	4.3111	-0.0495	-0.1133	-0.1163
Si	3.718	2.7507	4.5525	-0.1312	-0.0323	0.1551
Si	3.5914	6.5369	4.414	0.1386	-0.0557	-0.0752
Si	3.7162	10.3761	4.4692	-0.1402	0.018	0.026
Si	7.4929	2.6243	4.4619	-0.1259	-0.1484	0.0994
Si	7.5354	6.6568	4.5611	-0.2332	0.1368	0.0897
Si	7.4223	10.4905	4.394	-0.0592	0.0049	0.013
Si	-0.2467	0.7894	5.7698	-0.025	-0.01	-0.0432
Si	-0.2158	4.6592	5.8382	0.0502	-0.0555	0.0624
Si	-0.2754	8.5431	5.6989	-0.1149	0.1034	-0.0504
Si	3.6978	0.7565	5.8161	-0.0226	0.0823	-0.075
Si	3.6728	4.6714	5.8978	-0.0226	0.0291	-0.0488
Si	3.6519	8.4533	5.8111	0.0131	-0.0944	-0.0994
Si	7.5039	0.7628	5.8759	0.0285	0.0901	-0.0665
Si	7.5091	4.6206	5.8296	0.0086	-0.0032	-0.0253
Si	7.4634	8.5936	5.8573	0.0084	-0.2311	-0.0728
Si	1.7193	0.737	7.0925	0.0282	-0.0035	0.008
Si	1.707	4.6181	7.2019	-0.0296	-0.0019	0.018
Si	1.6612	8.5022	7.0606	0.0875	0.1228	-0.065
Si	5.5821	0.822	7.2483	-0.0162	-0.0396	0.1335
Si	5.6103	4.6523	7.2727	-0.0268	0.013	0.0628
Si	5.5469	8.5188	7.2172	0.0567	-0.0542	0.1002
Si	9.4517	0.8109	7.2251	-0.0007	-0.0152	0.0835
Si	9.45	4.6332	7.218	-0.0073	-0.0808	-0.019
Si	9.4331	8.5247	7.164	-0.0085	0.0451	0.0272
Si	1.7548	2.6207	8.506	0.0025	0.1544	-0.004
Si	1.6045	6.6107	8.4528	0.1534	-0.0939	-0.0599
Si	1.7361	10.4048	8.4324	-0.1193	-0.0582	0.044
Si	5.623	2.7277	8.7214	-0.0692	0.0398	-0.0008
Si	5.5863	6.6099	8.6088	0.0134	-0.0852	-0.0243
Si	5.5468	10.4706	8.5562	-0.0062	0.0536	0.0558
Si	9.4981	2.7501	8.6733	0.0201	0.0783	0.124
Si	9.493	6.574	8.5727	-0.0918	0.0235	-0.018
Si	9.3517	10.4456	8.535	0.1412	-0.0886	0.0553
Si	-0.0691	2.7009	9.9835	0.012	-0.126	0.1181
Si	-0.1727	6.5033	10.01	0.0847	-0.0503	0.1542
Si	11.3563	8.522	11.2375	-0.0224	0.1502	-0.1864
Si	3.5905	2.6652	10.011	0.0387	-0.1459	0.0361
Si	3.5107	6.5641	9.7899	-0.0789	0.1306	-0.2249
Si	5.4963	0.8147	12.8022	-0.0382	0.0346	0.3104
Si	7.5856	2.8193	10.1464	0.0026	-0.1091	-0.1092
Si	7.5654	6.6796	9.928	0.0491	0.0849	-0.0291
Si	7.4216	10.5471	9.987	-0.0493	0.0886	0.0201
Si	11.4397	0.5755	11.0864	0.0542	-0.2823	-0.1474
Si	11.3712	4.091	13.5416	0.1533	0.2642	0.0773
Si	5.2081	5.4586	12.3264	-0.0426	-0.392	0.3786
Si	3.6198	10.422	9.8947	-0.1337	0.0339	-0.0009
Si	3.1716	4.7004	11.176	-0.1056	-0.0278	-0.003
Si	5.3753	7.8752	12.4559	-0.3144	0.4816	0.1143
Si	7.5544	0.8584	11.5117	0.1348	-0.2286	0.0663
Si	7.3532	4.869	11.4009	0.0387	0.0942	-0.0342
Si	7.4145	8.5947	11.3258	0.0023	-0.0781	0.062
Si	5.7012	9.7825	14.7473	-0.116	0.2727	0.1292
Si	3.4849	8.4493	11.1941	0.1452	0.0457	-0.0283
Si	3.562	12.2587	11.4108	0.0507	0.0526	-0.0445
Si	11.3685	-1.282	9.7	0.1416	0.1807	-0.0488
Si	9.4392	9.2356	12.4119	0.0374	-0.1902	0.1686
Si	9.6359	11.6414	12.5409	-0.0964	0.2192	-0.1996
Si	11.1673	12.5967	14.1216	-0.075	-0.2353	0.2721
Si	4.9319	3.5006	14.6329	0.17	-0.0865	0.0506
Si	13.2286	9.0008	12.5847	-0.0584	-0.5753	0.304
Si	7.938	0.953	17.8598	-0.0367	-0.0188	0.1811
Si	9.1894	4.7776	14.0958	-0.3616	-0.1229	0.6843
Si	12.1875	4.6087	11.3594	0.2238	0.1459	-0.4585
Si	10.353	11.4963	16.6547	0.0775	-0.123	0.7762
Si	2.1944	4.7035	15.5773	0.1563	0.1159	0.4121
Si	12.8314	7.3468	19.5526	0.1232	-0.1183	0.0331
Si	7.3594	3.6565	16.3775	0.1133	0.0479	0.5173
Si	13.0837	7.6249	15.5853	0.0509	0.1361	0.5136
Si	8.8097	9.1777	15.3123	0.0473	-0.0623	0.3716
Si	6.127	8.5888	22.0426	-0.0204	0.083	-0.5625
Si	7.2353	8.4924	19.3289	0.0313	-0.0617	-0.109
Si	8.6955	10.0188	21.435	0.0306	-0.0689	-0.3802
Si	12.6458	9.5696	17.8143	-0.0957	0.0016	0.3045
Si	7.5729	4.1485	21.1849	-0.0663	0.0493	-0.4059
Si	13.5075	3.6475	21.2607	0.1149	0.1178	-0.2187
Si	13.209	-0.2038	12.5247	-0.1169	0.5918	-0.158
Si	17.2748	0.7471	19.7412	-0.0417	0.1547	-0.1185
Si	4.6403	3.6605	20.1849	0.0071	-0.0327	-0.139
Si	11.5104	10.2468	22.425	0.0484	-0.072	-0.3784
Si	8.3965	5.5907	18.5427	-0.0185	0.0409	0.1695
Si	11.8667	6.1246	22.1426	0.1482	0.0077	-0.5573
Si	4.9749	6.6454	23.9303	0.2708	-0.0332	-0.4946
Si	10.0481	6.7779	16.3788	0.068	-0.0254	0.6195
Si	13.9632	4.6331	18.5787	0.0302	0.1874	0.2321
Si	13.8057	9.7626	20.4502	0.0948	-0.1232	-0.228
Si	5.8671	10.512	17.4681	0.1202	-0.0102	0.3685
Si	8.62	1.4293	22.3422	0.0975	-0.0309	-0.4789
O	5.2801	7.4379	25.3257	0.2895	0.3061	0.2784
O	3.4637	6.9796	23.4285	-0.0038	-0.0564	0.0821
O	8.6675	11.647	21.4556	-0.0047	0.1741	0.1928
O	10.4196	5.5953	22.5854	-0.1334	0.0065	0.1984
O	9.2807	4.7461	0.4904	-0.1505	-0.0535	0.089
O	9.0165	2.0641	0.1455	0.2409	-0.0981	0.1307
O	4.3205	3.6906	-0.739	-0.2673	0.324	0.223
O	8.9465	-0.1005	1.7401	0.4062	0.0447	0.2998
O	0.8242	4.5485	14.727	-0.3747	-0.299	-0.3002
O	8.392	5.1226	12.7135	-0.1937	-0.1038	-0.4783
O	-0.3624	8.4389	-1.3179	-0.0518	0.2124	0.5787
O	0.7143	1.6166	-0.7326	-0.2017	-0.0112	0.1424
O	17.1997	11.8107	21.2834	-0.0443	-0.0478	0.2243
O	5.9942	7.1464	22.757	-0.1269	-0.0573	0.354
O	7.9802	2.4255	17.2253	0.0084	0.1177	-0.1711
O	16.4938	2.1596	19.596	-0.0118	-0.0002	0.0308
O	4.9433	1.179	-0.0201	-0.1595	-0.0694	0.5496
O	7.9385	5.0439	22.4996	0.0305	0.0682	0.2792
O	6.0191	8.3945	20.4212	0.0183	0.0596	0.3105
O	13.4635	6.1746	18.6403	-0.0115	-0.1201	0.0199
O	7.9899	3.7786	-1.587	0.0914	0.0883	0.3009
O	9.3856	6.0544	15.0882	0.0134	-0.0522	-0.2202
O	-1.1823	7.3939	-3.7003	0.0717	0.0559	0.1624
O	7.4872	-1.9856	-0.6511	0.0126	-0.0872	0.0041
O	13.5282	8.8254	16.6445	-0.0183	-0.152	-0.3563
O	3.3551	3.7671	14.9249	-0.066	-0.0371	-0.1512
O	9.5349	8.6253	13.9647	0.0252	0.0987	-0.1438
O	15.1363	3.5554	21.3974	-0.0938	-0.0137	0.1257
O	5.6437	-0.4817	13.8134	-0.007	0.0063	-0.0971
O	7.2272	9.3359	15.0543	0.1508	-0.107	-0.0784
O	11.9084	8.3577	18.6542	0.0465	0.1305	-0.1187
O	4.9553	10.1074	16.1818	0.0488	-0.0748	-0.3452
O	5.4456	4.8307	13.8525	0.125	0.1566	-0.0001
O	9.3989	10.6362	15.6774	-0.0697	-0.0654	-0.1987
O	11.5929	10.5964	17.1662	-0.1605	0.1582	-0.1919
O	5.0141	8.533	13.9729	0.0698	-0.3022	-0.2035
O	5.1562	2.1511	13.7366	0.0602	-0.0068	-0.1091
O	0.5437	6.1502	-2.1999	0.0209	-0.0157	0.1747
O	7.3499	6.9296	-0.7831	0.04	0.1801	0.4067
O	9.4796	0.4193	17.9422	0.075	-0.0725	-0.2796
O	12.7754	2.3729	21.8858	-0.0899	-0.1028	0.1547
O	7.6828	2.567	21.6247	0.0831	-0.1377	0.1984
O	5.7936	3.373	16.0177	-0.1362	0.0393	-0.2343
O	0.0624	10.6654	-0.0283	-0.1563	0.2549	0.3257
O	12.6857	0.3144	14.0416	-0.1965	-0.1001	-0.0176
O	16.6409	11.2393	18.6927	0.0958	-0.0406	-0.1143
O	8.2363	3.767	15.0042	0.1734	0.0158	-0.3192
O	13.463	10.4141	18.9702	0.0063	-0.0581	0.0155
O	11.6142	7.0863	16.0809	-0.0102	-0.0247	-0.206
O	8.4962	4.6072	19.8715	-0.053	-0.0517	0.1136
O	12.6515	9.5036	21.5659	-0.0972	0.0374	0.1867
O	9.8363	5.9099	17.7832	0.0102	0.0601	-0.335
O	2.0275	4.1084	17.0923	-0.0317	-0.0095	-0.3976
O	9.1973	8.1691	16.5399	-0.0863	0.1111	-0.1958
O	2.5047	6.3264	15.6308	-0.0035	-0.0768	-0.1716
O	7.1044	8.345	-2.9939	-0.0593	0.0378	0.0571
O	6.0112	4.356	20.7095	0.0907	0.0016	0.1598
O	13.1312	3.7368	19.6669	0.0304	-0.0032	0.0332
O	10.1141	9.5017	22.0389	0.1144	0.0656	0.2338
O	7.5389	9.3293	22.3443	-0.0465	-0.0497	0.141
O	7.2449	0.9782	19.3338	-0.0418	-0.0578	-0.0478
O	7.7624	7.0001	19.0336	0.0384	-0.0868	-0.0188
O	11.2972	14.063	13.4294	0.0921	0.0959	0.1299
O	6.609	9.1531	17.989	-0.0932	0.1355	-0.0615
O	14.1597	8.1766	20.1113	-0.1249	0.1975	0.0958
O	8.4433	9.4536	19.9065	-0.028	0.0716	0.2022
O	8.1495	0.9366	23.836	-0.1032	-0.3068	0.4285
O	10.072	2.207	22.4026	0.018	-0.0183	0.1398
O	10.8512	12.7455	15.7373	0.1253	0.1416	-0.3119
O	13.067	8.2409	14.0804	0.0956	0.2878	-0.449
O	15.5614	4.542	18.9725	-0.0871	-0.0394	-0.011
O	4.0156	6.4601	-0.0435	-0.2123	-0.316	0.1725
O	7.4261	4.9389	17.3969	-0.0584	-0.0931	-0.292
O	12.9799	4.9455	22.0628	0.02	0.0192	0.199
O	6.9977	11.5803	16.9397	-0.0588	-0.0432	-0.0564
O	11.7876	6.7823	20.659	-0.0268	-0.0859	0.2616

Results
free energy: -117611.525 eV
free energy less fixed offsets of O -569.03, Si -635.61 eV per atom: 1.125 eV
pressure: -0.34 GPa
stress xx, yy, zz, yz, xz, xy (GPa, positive in tension): 0.56, 0.19, 0.29, 0.02, 0.16, 0.19

The program warned: the cutoff lies below the one the program advises for these potential files.
